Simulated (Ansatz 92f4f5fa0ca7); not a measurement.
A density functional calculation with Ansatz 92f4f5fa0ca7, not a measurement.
Periodic cell of 260 atoms, Si140O88H32, with a vacuum gap, from a study of silicon, its oxide and their interface. The atomic structure is a simulated model.

Settings: functional r2SCAN; potential files Ansatz PAW; basis plane waves; wave-function cutoff 800 eV; density cutoff ratio 5; exchange-correlation grid ratio 1; k mesh 1 x 1 x 1, shifted by 0.5 0.5 0 of a step; self-consistency stop 1e-11 eV per atom in the density residual; occupations fixed; spin none; net charge 0; applied field sawtooth along c, amplitude +0.015 V/angstrom in the program's sign convention, ramp centred at 0.9890 of c and 0.0221 of c wide, no dipole correction.

Cell vectors (angstrom)
a, 10.887, 0, 0
b, 0, 10.887, 0
c, 0, 0, 45.2939

Atoms and the computed forces on them: element, x, y, z (angstrom), force x, y, z (eV/angstrom)
Si, 1.1385, 4.6215, 21.7882, 0.0002, 0.0006, 0.0332
Si, 5.2407, 2.6559, 33.3199, -0.0143, -0.0087, -0.0188
Si, -7.2957, 3.4967, 31.8412, 0.0086, 0.0043, 0.008
Si, 0.0678, 8.7444, 22.769, 0.001, 0.005, 0.0419
Si, 8.8794, -1.7792, 31.6161, 0.003, -0.0016, 0.0102
Si, 2.5607, 2.9024, 13.5263, -0.0105, -0.0085, 0.0056
Si, 0.5197, 10.1001, 28.2955, -0.0045, 0.0081, 0.026
Si, 4.4042, 8.3563, 24.2249, -0.0072, -0.0041, 0.0315
Si, 0.0942, 2.812, 32.784, -0.0026, -0.0009, -0.0156
Si, -9.584, 1.3984, 28.8674, -0.0093, -0.012, 0.0303
Si, 2.7361, 5.3849, 32.9965, -0.0058, -0.0003, -0.0134
Si, 5.5219, 8.3183, 33.0681, 0.0022, 0.0031, -0.0136
Si, 8.487, -1.0264, 29.3864, 0.0092, 0.0021, 0.0303
Si, 12.6809, 1.8855, 31.3865, 0.0007, -0.0019, 0.0114
Si, 10.1942, 4.7254, 31.6288, 0.0005, 0.0108, 0.0083
Si, 19.0131, 7.6877, 19.2667, -0.0013, -0.0032, 0.0394
Si, -3.6568, 7.3198, 31.8283, 0.0009, 0.0007, 0.0196
Si, 2.755, 0.1037, 32.7209, 0.0056, -0.005, -0.0142
Si, 1.0423, 6.3999, 31.7855, -0.0071, -0.0034, 0.0077
Si, -0.1019, 8.2001, 32.8086, 0.0006, -0.0074, -0.0157
Si, 3.7349, 7.5348, 26.9071, -0.0046, 0.0005, 0.0518
Si, 8.0565, 0.0349, 32.9304, -0.0064, -0.0012, -0.0145
Si, 4.725, 10.0842, 31.7111, -0.0025, -0.002, 0.0238
Si, 8.2898, 5.5071, 32.8884, 0.0001, 0.0114, -0.0075
Si, 1.3697, 4.0417, 34.3581, 0.0141, 0.0033, 0.0037
Si, 3.922, 1.2303, 34.5046, 0.0144, 0.0123, -0.0118
Si, 1.3526, 9.5871, 34.0828, -0.0017, 0.0001, 0.0151
Si, 4.1146, 6.837, 34.2624, 0.0067, 0.0023, 0.0198
Si, 6.8318, 4.131, 34.2522, 0.0091, 0.013, 0.0102
Si, 9.5549, 1.4181, 34.134, 0.0006, 0.0032, 0.0094
Si, 6.8422, 9.6004, 34.4662, -0.0106, -0.0081, -0.0019
Si, 9.5662, 6.8361, 34.3419, -0.0167, -0.0061, -0.0059
Si, 0.0133, 0.0371, 35.5406, -0.0011, 0.0095, 0.0231
Si, 2.6429, 2.6951, 35.7648, 0.0212, -0.0199, 0.0251
Si, 0.0188, 5.4362, 35.6681, -0.0226, 0.0167, 0.0327
Si, 2.6764, 8.1988, 35.5538, 0.0319, -0.019, 0.0165
Si, 5.3998, -0.0439, 35.7817, -0.0149, 0.0164, 0.0242
Si, 8.18, 2.7229, 35.5888, -0.0174, -0.0049, 0.0121
Si, 5.4794, 5.4779, 35.6392, -0.0206, 0.0047, 0.0016
Si, 8.2024, 8.1754, 35.7062, 0.0011, -0.0169, 0.0268
Si, 1.291, 1.3442, 37.0591, -0.0619, -0.058, 0.2001
Si, 4.0797, 4.0879, 36.9864, 0.0666, 0.0915, 0.1703
Si, 1.3711, 6.819, 36.9761, 0.0348, 0.0264, 0.1808
Si, 4.0342, 9.4642, 37.0467, -0.0343, -0.0422, 0.1882
Si, 6.8029, 1.3673, 36.9977, 0.0794, 0.0597, 0.1724
Si, 9.5201, 4.081, 36.996, -0.0507, -0.0509, 0.2017
Si, 6.82, 6.8183, 37.0326, -0.0339, -0.0474, 0.1809
Si, 9.5669, 9.5573, 36.9739, 0.0436, 0.0479, 0.1801
Si, -0.0523, 2.7192, 38.4018, -0.0434, -0.1297, 0.3047
Si, 2.7114, -0.0023, 38.3744, -0.2617, -0.2467, 0.3648
Si, -0.0139, 8.1514, 38.3332, 0.271, 0.264, 0.2707
Si, 2.7247, 5.4572, 38.3543, 0.0621, 0.012, 0.1534
Si, 5.415, 2.7039, 38.334, 0.3056, 0.2659, 0.4116
Si, 8.1527, -0.0298, 38.346, 0.1453, 0.2186, 0.1864
Si, 5.4148, 8.1119, 38.3982, -0.0276, 0.0635, 0.3284
Si, 8.1886, 5.455, 38.369, -0.2109, -0.1498, 0.2913
Si, 1.3423, 4.1105, 6.936, 0.0419, 0.0117, -0.1062
Si, 4.0912, 1.3444, 6.9776, -0.0067, 0.0153, 0.1091
Si, 1.3555, 9.4886, 6.8565, -0.051, 0.0006, -0.7757
Si, 4.0887, 6.7487, 6.9839, -0.0187, 0.0905, -0.2298
Si, 6.7827, 4.0663, 6.8234, -0.0814, -0.1615, -0.8052
Si, 9.4782, 1.3269, 6.9273, 0.0264, -0.1022, -0.4886
Si, 6.7928, 9.4714, 6.9434, -0.1423, -0.159, -0.0815
Si, 9.5331, 6.8191, 6.9919, -0.0219, -0.0267, 0.1762
Si, 0.0022, -0.0722, 8.193, -0.018, 0.0218, -0.1925
Si, 2.7098, 2.7613, 8.2956, 0.0135, -0.0426, -0.1764
Si, 0.0108, 5.4553, 8.373, -0.0518, 0.0179, -0.1692
Si, 2.6877, 8.1697, 8.2362, 0.0423, -0.03, -0.1763
Si, 5.4582, -0.0762, 8.3357, -0.0752, -0.007, -0.1805
Si, 8.0533, 2.6994, 8.1817, 0.0377, -0.0056, -0.2273
Si, 5.4894, 5.3364, 8.2672, -0.0237, 0.07, -0.2097
Si, 8.1238, 8.1353, 8.3855, 0.0162, -0.0449, -0.1622
Si, 1.3148, 1.3318, 9.5229, -0.0017, -0.005, -0.0242
Si, 4.136, 4.0417, 9.6935, -0.0264, -0.0113, -0.0397
Si, 1.4249, 6.8659, 9.712, -0.0253, 0.0079, -0.0436
Si, 4.0198, 9.4648, 9.6621, -0.0044, 0.0064, -0.0178
Si, 6.8317, 1.3172, 9.645, 0.0068, -0.0046, -0.0444
Si, 9.3933, 4.0253, 9.5364, 0.0076, 0.0147, -0.0261
Si, 6.7877, 6.6474, 9.7156, 0.0215, -0.0027, -0.0406
Si, 9.5471, 9.5523, 9.6543, 0.0192, -0.0194, -0.0399
Si, 2.1212, -3.4593, 20.7311, 0.0035, 0.0018, 0.0277
Si, -13.6754, -5.6885, 11.1201, 0.0021, -0.0048, -0.0017
Si, 0.4589, 5.3745, 13.4457, 0.003, -0.0003, 0.0086
Si, 13.7008, -5.665, 13.1272, 0.0072, 0.0112, -0.0005
Si, 5.3886, 2.5149, 11.048, 0.0059, 0.0027, -0.0007
Si, 11.2564, -7.9197, 12.7306, 0.009, 0.0235, 0.0001
Si, 4.9737, 7.6405, 10.8483, -0.0176, -0.0026, -0.0028
Si, 9.7348, 6.5443, 12.1284, -0.0027, -0.0008, 0.0077
Si, 10.3931, 4.2638, 17.416, -0.0017, -0.0019, 0.0337
Si, 0.0137, -2.6348, 11.044, -0.0074, -0.0024, 0.0039
Si, -10.9227, 0.8804, 13.7955, -0.0102, -0.0078, 0.0163
Si, 3.2533, 5.8873, 10.8917, 0.004, -0.0038, 0.0003
Si, 6.8949, 3.4744, 12.536, 0.0042, 0.0102, 0.0158
Si, 17.2138, -0.0752, 15.285, 0.0068, -0.0022, 0.0067
Si, 3.958, 12.1169, 12.4777, -0.0062, -0.0017, 0.0026
Si, 1.193, 9.8448, 12.4222, 0.0077, 0.0033, 0.0216
Si, -2.1885, 0.5009, 10.875, 0.0074, 0.0177, 0.0162
Si, 8.5593, 0.8343, 13.2356, 0.0059, -0.0138, 0.0125
Si, -10.8298, 7.7006, 15.4747, -0.0003, 0.0079, 0.0239
Si, -2.3828, 7.2847, 13.9055, 0.0008, -0.0068, 0.0167
Si, 5.9763, -7.8095, 15.3932, -0.0008, 0.0041, 0.0244
Si, 5.6063, -7.7511, 20.0859, 0.002, -0.0006, 0.0295
Si, 3.6842, 12.1274, 24.9232, -0.0036, -0.0008, 0.0346
Si, 3.0413, 2.6515, 26.6861, -0.0043, 0.0002, 0.0315
Si, 1.3371, -14.4139, 28.9401, -0.0081, -0.0011, 0.037
Si, -1.3069, 1.4997, 24.5341, -0.0002, 0.0022, 0.0564
Si, 18.1257, -5.4437, 20.8569, -0.0017, 0.0033, 0.036
Si, -17.254, -22.4361, 13.8883, 0.0029, 0.0021, 0.0001
Si, -8.5031, 1.9138, 18.0809, 0.0018, -0.0014, 0.0273
Si, -7.1355, 3.2563, 22.6165, -0.001, -0.0081, 0.0448
Si, 25.755, 6.9121, 14.2782, 0.0065, -0.0047, 0.0086
Si, 1.0131, 21.1936, 25.2165, 0.003, 0.0015, 0.052
Si, 4.858, 0.4244, 19.3136, -0.0029, 0.0028, 0.0347
Si, 31.3016, 16.8523, 22.9497, -0.0045, -0.0009, 0.0362
Si, 16.4112, 8.1947, 13.0676, 0.0119, -0.0004, 0.0087
Si, 5.5723, 20.2188, 28.8056, 0.001, 0.0027, 0.0498
Si, -8.3425, 8.8541, 14.1134, -0.0192, 0.0105, -0.0044
Si, 5.4337, -26.9245, 23.2459, -0.0052, 0.0061, 0.0353
Si, -4.0554, -10.3115, 25.4916, 0.0012, 0.014, 0.0423
Si, 16.9014, 13.8318, 30.3302, -0.0026, -0.0059, 0.0367
Si, 15.0341, -17.5328, 17.5854, 0.0061, -0.0057, 0.0353
Si, 7.1612, 16.6696, 24.8175, -0.0082, -0.0054, 0.0317
Si, 11.0655, -25.6781, 18.453, 0.0067, 0.0028, 0.0335
Si, -17.2447, 31.0614, 21.4582, -0.0027, -0.0075, 0.0343
Si, -4.2272, 8.6353, 24.685, 0.0025, 0.0058, 0.0326
Si, 6.2412, 12.024, 31.8749, -0.0021, 0.0097, -0.0005
Si, 16.1759, 4.9299, 26.9331, 0.0001, -0.0005, 0.0441
Si, -0.992, 5.3858, 28.6234, -0.0024, 0.0031, 0.0426
Si, 0.057, 3.2038, 26.7438, 0.002, 0.0015, 0.046
Si, 7.7615, 5.2064, 16.0826, 0.0052, 0.0008, 0.0218
Si, -14.7336, 9.4485, 21.6901, 0.0033, 0.004, 0.0348
Si, -4.1806, 1.0417, 28.3316, -0.0007, 0.0052, 0.047
Si, 20.2942, -10.3702, 21.7815, 0.0038, 0.0006, 0.0376
Si, 6.9638, 5.5124, 29.4561, 0.0035, 0.0007, 0.0457
Si, -8.2524, 0.0322, 10.9488, -0.0038, -0.0083, 0.0059
Si, 10.4076, 2.2835, 10.6738, -0.013, -0.0211, 0.0105
Si, -5.9152, 6.7278, 16.4353, 0.0014, -0.0051, 0.0266
Si, 22.8692, 2.2601, 15.4227, 0.01, 0.0018, 0.0206
Si, 10.8144, 2.4479, 19.7723, -0.0067, -0.001, 0.039
Si, 6.3503, -1.548, 17.3086, -0.0007, -0.0029, 0.0345
O, -5.1338, 5.2944, 28.4274, -0.011, -0.003, -0.0367
O, 16.8735, 6.0002, 21.7317, 0.0087, -0.0018, -0.0286
O, -4.9596, 3.6947, 13.8732, 0.0007, 0.0037, -0.0183
O, 34.4687, 1.4407, 16.6453, -0.0073, 0.0009, -0.0232
O, -9.664, -13.5054, 21.7642, 0.0103, -0.0064, -0.0182
O, -17.0034, 9.3751, 30.2135, 0.0039, -0.0049, -0.0311
O, -16.0389, -11.5516, 18.5216, 0.0112, -0.0081, -0.0344
O, 12.177, -13.0635, 15.1815, 0.0026, -0.0078, 0.0044
O, 9.503, -24.4716, 14.8569, -0.0014, 0.0009, -0.0117
O, 16.3904, 10.8491, 28.2333, 0.0003, 0.0032, -0.0224
O, -11.617, -17.2571, 29.9754, -0.0034, -0.0054, -0.0306
O, -2.9108, 22.9604, 24.5294, 0.0061, -0.0007, -0.0224
O, 29.0212, 1.3056, 26.8578, 0.0013, -0.0047, -0.0337
O, -33.27, -17.2132, 27.2972, 0.0044, -0.0085, -0.0209
O, 16.7843, 34.2524, 19.735, -0.0022, -0.0016, -0.0132
O, 10.2512, -11.72, 22.1244, -0.0051, 0.0047, -0.0144
O, 20.9054, -8.1368, 25.4796, -0.0082, -0.0095, -0.0262
O, 22.9732, 8.9489, 29.2227, 0.0024, 0.002, -0.0119
O, -14.6964, 4.1923, 30.4259, 0, 0.0076, -0.0213
O, -16.5242, -31.9364, 25.1172, -0.0025, -0.0034, -0.0144
O, 3.7449, 23.6414, 23.4241, 0.0025, 0.0117, -0.0335
O, -6.5771, 17.7675, 23.5248, 0.0017, -0.007, -0.0217
O, -3.7085, 8.9848, 28.8827, -0.0056, -0.0001, -0.0198
O, -3.2612, -2.3875, 17.9351, -0.0102, 0.0121, -0.0273
O, 7.8379, 21.7978, 21.6789, -0.0016, -0.0018, -0.0115
O, -3.7723, -2.8112, 13.5675, 0.0017, -0.0028, -0.0081
O, -16.5952, -35.2936, 16.9429, -0.0035, -0.0013, -0.0124
O, 4.6771, 3.6511, 16.1652, 0.0014, -0.001, -0.0155
O, 26.2145, 6.1871, 26.3727, 0.0022, 0.0011, -0.01
O, -10.5329, 3.6604, 20.7527, -0.0029, -0.0084, -0.0164
O, 2.4361, 11.0553, 24.9321, 0.0021, -0.0022, -0.0132
O, -2.5574, 16.6611, 28.6363, 0.002, 0.0016, -0.0118
O, 11.8856, 9.8148, 26.7638, 0.0047, -0.0017, -0.0438
O, -1.8076, 16.0334, 17.0107, -0.0069, 0.0004, -0.0146
O, 37.4588, -2.554, 27.824, -0.0076, -0.0078, -0.0208
O, 15.2443, 3.1285, 21.1217, 0.012, -0.0005, -0.028
O, 4.015, 9.4095, 23.0248, 0.0027, 0.0082, -0.0305
O, -13.8827, 0.5121, 29.3177, -0.0074, 0.007, -0.0179
O, 0.3299, -15.5863, 14.9109, 0.0067, -0.0149, -0.019
O, -14.5064, 7.3071, 25.4026, -0.0035, 0.0023, -0.013
O, -19.3603, 18.0357, 27.7509, 0.0136, 0.0009, -0.0239
O, -9.6022, -9.1615, 19.2391, 0.0137, 0.0006, -0.0172
O, 14.3165, 8.39, 25.5463, 0.0108, 0.0072, -0.0306
O, 10.9893, 13.0689, 28.0279, -0.0074, 0.0122, -0.0256
O, -15.1612, 6.7766, 30.3913, -0.0043, -0.0067, -0.0223
O, 12.6728, 17.5363, 30.3163, 0.005, 0.0087, -0.0226
O, 15.581, -17.4699, 23.4087, -0.0016, -0.0001, -0.0116
O, 6.9461, -7.0279, 20.6365, -0.0013, -0.0073, -0.0111
O, 20.6656, -9.2572, 22.9278, 0.0022, -0.001, -0.0239
O, 47.5326, -15.9279, 17.4053, 0.0037, 0.0028, -0.0168
O, 8.1498, 16.7614, 14.6634, 0.001, 0.01, -0.0137
O, 32.7016, 26.944, 22.8447, 0.0064, -0.0025, -0.0116
O, 0.2114, 14.3703, 16.1483, 0.0087, -0.0118, -0.0248
O, 1.6209, -7.4861, 26.2947, 0.0023, -0.0001, -0.0059
O, 17.3456, -15.7339, 16.5668, -0.0004, -0.0012, -0.006
O, 6.1344, 2.4532, 28.7974, 0.0034, -0.0085, -0.0296
O, 10.5714, -21.4368, 25.0661, -0.0049, 0.0021, -0.0175
O, -2.8963, -19.3834, 13.128, -0.0081, 0.0003, -0.0175
O, -14.1358, 32.6435, 14.2915, 0.0061, 0.0022, -0.0053
O, -11.8894, -3.3407, 23.0193, 0.0005, -0.0001, -0.0115
O, 11.682, -12.6801, 24.1776, -0.007, -0.0089, -0.0308
O, -14.4594, 6.2821, 19.4697, 0.003, 0.0059, -0.0175
O, 7.8275, 8.5733, 20.5805, 0.0035, -0.0086, -0.025
O, 17.9838, 9.8726, 25.6276, -0.0051, -0.0111, -0.0262
O, 36.8193, -0.2577, 20.6075, 0.002, 0.0111, -0.0261
O, 46.3132, 25.2705, 17.9633, 0.0003, 0, -0.0168
O, 24.47, 45.3553, 28.0686, 0.0139, 0.0087, -0.0324
O, 14.5861, -9.8468, 18.3816, -0.0024, 0.0039, -0.0124
O, -0.997, -9.5999, 20.431, 0.0079, 0.0085, -0.0164
O, 4.5135, 25.3626, 30.4666, 0.0021, 0.0024, -0.011
O, -19.7978, 16.7314, 21.1073, 0.0017, 0.0052, -0.0094
O, -14.4196, 25.4227, 16.0013, -0.004, -0.0027, -0.0083
O, 32.6301, -3.1463, 17.0622, -0.0005, 0.0019, -0.0335
O, 13.1087, -7.1492, 22.5798, -0.0036, 0.0045, -0.0144
O, 6.001, 1.4899, 15.6504, -0.0023, -0.0024, -0.0034
O, -11.0038, -4.1374, 28.5664, -0.0012, -0.0019, -0.0135
O, -2.252, -5.2522, 21.637, -0.0085, -0.0024, -0.0214
O, 34.1288, 7.5598, 19.2466, -0.0104, -0.0026, -0.0256
O, 25.4163, -24.615, 20.7886, -0.0047, -0.0017, -0.0197
O, 29.0623, 30.5906, 23.1817, 0.0031, 0.0058, -0.0332
O, -21.3557, -27.2634, 18.1499, -0.0008, -0.0029, -0.0173
O, -0.8544, -7.7716, 18.5101, -0.0002, 0.009, -0.0265
O, 4.27, -28.9805, 26.9364, 0.0005, -0.0001, -0.0134
O, -2.234, 5.4513, 24.232, 0.01, 0.0022, -0.0134
O, -16.5644, -6.9366, 18.7544, -0.0112, 0.0074, -0.0246
O, 6.6199, -17.0078, 25.9927, 0.0094, 0.0093, -0.0336
O, -11.9914, -1.0043, 28.3993, 0.0078, -0.0014, -0.0189
O, 9.7036, -3.5597, 19.2708, 0.0025, -0.0012, -0.0166
H, -0.8634, 1.8867, 39.3342, 0.2047, 0.4147, -0.2213
H, 0.7705, 3.54, 39.3342, -0.2196, -0.2506, -0.2785
H, 1.9017, -0.836, 39.3068, 0.2676, 0.3146, -0.1897
H, 3.5431, 0.8095, 39.3068, -0.3301, -0.3041, -0.2871
H, -0.8381, 7.3319, 39.2657, 0.2983, 0.3617, -0.3247
H, 0.8176, 8.9633, 39.2657, -0.2563, -0.3107, -0.2315
H, 1.8923, 4.6462, 39.2868, 0.208, 0.2292, -0.3282
H, 3.5686, 6.2563, 39.2868, -0.4134, -0.3653, -0.261
H, 4.6042, 1.8712, 39.2665, 0.3153, 0.3203, -0.3134
H, 6.2384, 3.5241, 39.2665, -0.2807, -0.2125, -0.2232
H, 8.9649, 0.8015, 39.2784, -0.3116, -0.3175, -0.2359
H, 7.3387, -0.8594, 39.2784, 0.2653, 0.2246, -0.3422
H, 6.2421, 8.9281, 39.3307, -0.331, -0.1766, -0.2554
H, 4.6043, 7.2788, 39.3307, 0.4507, 0.3202, -0.2351
H, 7.3617, 4.6383, 39.3015, 0.2438, 0.2168, -0.2485
H, 9.0044, 6.2827, 39.3015, -0.3096, -0.3889, -0.2625
H, 0.5195, 3.2897, 6.0036, 0.1949, 0.2319, 0.33
H, 2.1748, 4.9215, 6.0036, -0.4283, -0.2577, 0.2316
H, 3.2595, 0.5326, 6.0452, 0.2553, 0.2314, 0.3418
H, 4.902, 2.177, 6.0452, -0.2184, -0.3546, 0.3535
H, 0.524, 8.6767, 5.924, 0.42, 0.3006, 0.1399
H, 2.1653, 10.3223, 5.924, -0.2375, -0.2739, 0.2039
H, 4.8991, 7.5818, 6.0514, -0.2438, -0.3536, 0.2447
H, 3.2448, 5.9496, 6.0514, 0.3879, 0.277, 0.2518
H, 5.9593, 3.2461, 5.891, 0.2521, 0.404, 0.1211
H, 7.6095, 4.883, 5.891, -0.2244, -0.2235, 0.2349
H, 10.2892, 2.1593, 5.9949, -0.2377, -0.234, 0.2433
H, 8.666, 0.4956, 5.9949, 0.3334, 0.3296, 0.1695
H, 7.6068, 10.3009, 6.011, -0.2066, -0.338, 0.3315
H, 5.9655, 8.6552, 6.011, 0.3282, 0.2737, 0.2488
H, 10.3572, 7.6385, 6.0595, -0.3805, -0.2644, 0.3566
H, 8.7172, 5.9913, 6.0595, 0.2326, 0.1936, 0.3683

Results
free energy: -140234.132 eV
free energy less fixed offsets of H -15.71, O -570.45, Si -639.56 eV per atom: 6.588 eV

The program warned: the cutoff lies below the one the program advises for these potential files; the forces do not sum to zero within the program's tolerance; empty levels may hold ghost states of the PAW files; the exchange-correlation potential is rough where the density is thin.
